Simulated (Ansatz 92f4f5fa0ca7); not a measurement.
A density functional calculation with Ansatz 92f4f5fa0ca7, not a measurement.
Periodic cell of 252 atoms, Si132O88H32, with a vacuum gap, from a study of silicon, its oxide and their interface. The atomic structure is a simulated model.

Settings: functional r2SCAN; potential files Ansatz PAW; basis plane waves; wave-function cutoff 800 eV; density cutoff ratio 5; exchange-correlation grid ratio 1; k mesh 2 x 2 x 1, shifted by 0.5 0.5 0 of a step; self-consistency stop 1e-11 eV per atom in the density residual; occupations fixed; spin none; net charge 0; applied field sawtooth along c, amplitude +0.015 V/angstrom in the program's sign convention, ramp centred at 0.9888 of c and 0.0224 of c wide, no dipole correction.

Cell vectors (angstrom)
a  10.88  0  0
b  0  10.88  0
c  0  0  44.5641

Atoms and the computed forces on them: element, x, y, z (angstrom), force x, y, z (eV/angstrom)
Si  0.1692  -0.9547  30.6136  0.0043  -0.0127  -0.0232
Si  2.7425  2.4125  30.979  0.0254  0.0018  -0.0268
Si  1.0258  3.2142  29.6424  0.0026  0.0157  0.0132
Si  2.0802  7.6458  30.8696  -0.0131  0.0208  0.0238
Si  4.658  0.0818  30.717  0.0033  -0.0206  0.0232
Si  8.4639  4.1431  31.4663  0.036  -0.0145  -0.0054
Si  4.7926  6.2266  30.2871  -0.0075  0.0133  -0.0218
Si  7.9  8.1058  30.7837  0.0005  0.0128  -0.0288
Si  1.5469  1.2173  32.5207  0.0342  -0.0445  -0.0093
Si  3.9359  3.9919  32.1527  0.0125  -0.0188  -0.0634
Si  0.9118  6.2166  32.2467  0.0118  -0.0006  -0.0391
Si  3.8721  9.6406  32.4866  -0.0282  0.0377  -0.084
Si  6.9028  1.5232  32.3223  -0.0225  0.0206  -0.0596
Si  10.7656  4.1388  31.593  -0.0287  0.0214  -0.0747
Si  6.3373  6.9537  32.0256  -0.018  0.016  -0.0078
Si  9.3605  9.3522  32.0982  0.0267  -0.0011  0.005
Si  0.1212  2.7304  33.5103  -0.0328  0.0137  0.0383
Si  2.7318  0.0024  34.0147  0.0028  0.0256  -0.0255
Si  -0.1804  7.9538  33.4893  -0.0151  0.0491  -0.031
Si  2.6932  5.409  33.5648  -0.0266  0.0178  -0.0005
Si  5.35  2.7291  33.6007  -0.0111  -0.0061  -0.0407
Si  8.2491  0.0282  33.5079  0.0033  -0.035  -0.0217
Si  5.3909  8.3253  33.6176  0.0291  -0.0391  -0.0226
Si  7.7481  5.4726  33.3183  0.0317  -0.0368  0.0207
Si  1.4382  4.0158  34.9714  -0.0053  -0.025  0.0022
Si  4.1406  1.4109  35.1297  0.0254  0.0199  -0.0296
Si  1.2087  9.3648  34.9334  0.0488  -0.0042  -0.0237
Si  4.0316  6.8517  34.8856  -0.0192  -0.0238  -0.0077
Si  6.6866  4.1063  34.9093  0.0328  0.014  -0.0012
Si  9.5347  1.435  34.8545  -0.0067  0.0009  0.0071
Si  6.8707  9.5845  34.9165  -0.0306  -0.0069  0.0054
Si  9.3176  6.6623  34.8086  -0.008  -0.0058  0.0179
Si  -0.0465  -0.0009  36.2285  -0.0004  -0.0411  0.2214
Si  2.7321  2.723  36.419  -0.0412  0.034  0.2177
Si  -0.0536  5.3845  36.1987  -0.0275  0.0829  0.1904
Si  2.6538  8.1083  36.2936  -0.0449  0.0283  0.2159
Si  5.5198  0.0006  36.3542  0.0418  -0.0238  0.1985
Si  8.1297  2.7454  36.2263  -0.023  0.0267  0.2051
Si  5.3753  5.4785  36.2693  -0.0112  0.0168  0.2397
Si  8.1501  8.1355  36.246  0.0437  -0.0128  0.2017
Si  1.3406  1.2868  37.638  0.1085  0.1054  0.4321
Si  4.0894  4.1139  37.6947  -0.128  0.1073  0.5546
Si  1.3145  6.7381  37.6331  -0.1182  0.101  0.1283
Si  4.0751  9.4857  37.6012  -0.0531  0.0618  0.3122
Si  6.8557  1.3828  37.6811  -0.0894  -0.0723  0.3403
Si  9.5224  4.0415  37.6073  -0.0462  0.0994  0.2695
Si  6.7792  6.8139  37.5996  -0.0834  0.0598  0.4237
Si  9.5118  9.5234  37.6182  -0.1225  -0.0841  0.1617
Si  -0.0063  2.6654  6.9231  0.1605  -0.0002  -0.2448
Si  2.7228  -0.0577  6.9104  0.0758  0.0441  -0.4202
Si  0.0268  8.1841  6.9145  0.0012  -0.0909  -0.2526
Si  2.7094  5.4204  6.9808  0.2541  -0.1729  -0.2868
Si  5.4784  2.7506  6.954  -0.0427  -0.0684  -0.3573
Si  8.1924  -0.0062  6.9779  -0.0628  -0.0361  -0.196
Si  5.4441  8.1522  6.9158  0.1316  -0.0697  -0.347
Si  8.1897  5.4714  6.8633  0.0031  0.0031  -0.3717
Si  1.3726  3.9961  8.2912  0.0003  -0.0194  -0.1928
Si  4.0907  1.3123  8.2115  0.0103  -0.0136  -0.1997
Si  1.4227  9.4673  8.3329  -0.0181  0.0378  -0.2084
Si  4.1216  6.7958  8.2909  0.0442  -0.056  -0.2268
Si  6.8517  4.1593  8.258  0.0029  0.021  -0.262
Si  9.553  1.3465  8.3573  -0.025  0.019  -0.1943
Si  6.8201  9.4839  8.2907  0.0343  -0.0529  -0.1849
Si  9.5445  6.8243  8.2401  0.0291  -0.0224  -0.1877
Si  0.0726  -0.0377  9.692  0.0085  -0.0158  -0.0152
Si  2.7785  2.6236  9.6257  -0.0161  -0.0085  -0.0227
Si  0.035  5.4461  9.5586  -0.0006  0.0258  -0.0054
Si  2.8017  8.0859  9.7034  -0.0122  -0.017  -0.005
Si  5.4111  -0.0489  9.5804  -0.0065  0.0075  0.0121
Si  8.1875  2.8316  9.6219  -0.0109  0.006  -0.0016
Si  5.5407  5.5117  9.6712  0.0106  0.0421  0.0033
Si  8.196  8.126  9.6671  -0.0234  -0.0298  -0.0252
Si  1.4522  1.2978  11.0677  0.0275  0.0181  0.0175
Si  4.2081  4.0196  10.8579  0.0331  -0.0246  0.0859
Si  1.5456  6.5357  10.9757  -0.0337  0.0458  0.0008
Si  4.1891  9.4344  11.0485  0.0205  -0.0086  0.0219
Si  6.7056  1.4507  10.8003  0.0252  -0.0582  0.0379
Si  9.5616  4.2316  10.9847  0.0111  0.0184  0.0605
Si  6.9185  6.804  11.1645  0.0154  0.0032  0.0052
Si  9.5354  9.5004  11.0129  0.0161  -0.0414  0.0343
Si  0.1  2.8703  12.1944  -0.0449  0.0258  0.0296
Si  2.7602  -0.1932  12.3985  0.0109  -0.0187  0.0159
Si  0.5461  7.5727  12.7548  0.0137  0.0733  -0.0251
Si  2.8221  5.0806  12.3519  0.0946  0.0525  0.0944
Si  5.5609  2.8355  12.3079  -0.0408  0.0223  -0.025
Si  8.1678  0.2069  12.0139  -0.0316  0.0282  -0.0048
Si  5.711  8.2958  12.5257  -0.0136  0.0099  0.0281
Si  8.3349  5.5192  12.5874  -0.0062  -0.0146  0.0372
Si  1.3159  4.0104  13.822  0.0172  -0.0187  0.009
Si  4.1388  0.8054  13.9548  0.0236  0.024  0.0018
Si  1.9482  9.0261  13.8826  0.012  0.0028  0.0061
Si  4.4105  7.2142  14.1629  -0.0469  -0.0658  -0.0325
Si  7.2134  3.7884  13.6402  0.008  0.0248  0.0188
Si  9.3869  1.6742  13.2947  -0.0029  -0.0151  0.0223
Si  6.8196  10.0975  13.5643  0.0154  -0.0122  0.0059
Si  11.313  6.029  14.6796  -0.0254  0.0082  0.033
Si  6.5313  8.849  17.7122  -0.0068  0.0045  0.0083
Si  -2.6465  -1.5112  15.242  -0.0015  0.0067  0.0143
Si  1.4374  6.6012  17.6818  -0.003  0.0041  0.0392
Si  2.1366  1.7763  16.0461  0.0048  -0.0057  0.0167
Si  -0.4954  -4.937  23.8072  0.0017  -0.0059  0.0295
Si  5.6277  5.092  16.1092  0.0026  0.0035  -0.0037
Si  7.2469  -12.1697  23.2473  0.0105  -0.0089  0.0309
Si  -0.0607  10.7757  15.5072  -0.0048  -0.0021  0.0101
Si  7.8231  -4.6733  17.7492  0.004  -0.0074  0.0228
Si  3.8952  7.8491  18.7998  -0.0005  -0.0075  0.0041
Si  5.7993  -2.2576  25.7747  0.0053  -0.0008  0.0352
Si  10.1351  0.6245  25.95  -0.0001  0.005  0.0304
Si  3.2409  5.1291  19.3866  -0.0063  0.0054  0.0194
Si  10.0607  -0.7548  23.4447  0.0047  -0.0004  0.0258
Si  5.3672  0.5896  21.6479  0.0175  0.0088  0.0478
Si  -0.8531  6.0435  19.6781  0.0063  0.0004  0.0314
Si  -1.7721  6.4744  14.7745  -0.0216  0.0048  0.0304
Si  12.6635  10.6666  22.484  -0.0128  -0.0038  0.0309
Si  9.0247  7.6458  22.165  0.0039  0.0026  0.0244
Si  4.2082  13.8754  17.7693  0.0002  0.0064  0.0109
Si  4.9069  2.5492  23.9255  0.0199  0.0146  0.0078
Si  2.475  4.0276  24.076  -0.0102  0.0129  0.0306
Si  -7.1687  -0.5652  20.4404  -0.0256  -0.0014  0.0179
Si  1.1638  5.0423  21.6343  -0.0087  0.0017  0.0316
Si  1.5001  6.5709  25.7521  -0.0023  0.0008  0.0316
Si  2.8469  9.3056  24.9277  0.0018  -0.0139  0.0219
Si  5.6405  0.655  18.828  0.0013  0.0001  0.0154
Si  11.424  4.7622  27.8732  0.0009  0.0009  0.0342
Si  7.9716  12.077  27.7624  0.005  0.0038  0.0284
Si  -0.1841  1.4049  28.6477  -0.0026  -0.0154  0.0133
Si  3.0268  1.3613  24.6467  -0.0283  -0.0169  0.0296
Si  20.7607  -7.361  25.426  -0.0033  -0.0023  0.0293
Si  -4.0098  14.2877  26.1152  0.0105  0.0041  0.0471
Si  6.3044  9.8181  28.6595  -0.0094  -0.0025  0.0295
Si  6.2155  6.0348  27.4179  0.0041  0.003  0.0366
Si  8.7039  5.8681  29.0889  0.0061  -0.0103  0.0307
O  -0.3317  -0.0381  29.385  0.0027  0.0115  0.0011
O  1.07  -0.0091  31.5433  0.0011  0.0087  -0.0122
O  4.6299  4.6986  30.8157  -0.0118  0.0085  0.0223
O  -0.017  6.6978  25.1598  0.0007  -0.0036  -0.015
O  -0.7375  5.4481  28.5584  0.0071  -0.0066  -0.0169
O  -6.8176  3.9393  23.7374  0.0014  -0.0059  -0.0047
O  1.0997  8.6828  30.0476  -0.0134  0.0133  -0.0223
O  3.3455  6.9827  30.0791  0.0221  -0.0251  0.0054
O  3.7664  1.3507  30.2418  -0.0182  0.0137  -0.0017
O  6.2688  2.8784  24.7213  -0.0175  -0.0104  -0.0209
O  5.8029  -3.7898  26.2717  -0.0037  0.0093  -0.023
O  2.7439  8.5349  32.0453  0.0061  -0.025  -0.0236
O  7.7707  6.2258  27.8269  -0.0061  -0.0013  -0.0132
O  7.965  4.7388  30.0078  -0.0046  0.0086  -0.0127
O  8.999  7.1198  30.0706  -0.0031  -0.0073  0.004
O  7.8393  13.5135  31.5575  0.0094  -0.034  -0.018
O  3.7713  5.985  13.3369  -0.0476  0.0106  -0.0139
O  -5.3134  0.0737  14.2343  -0.0028  0.0097  -0.0039
O  6.62  10.3667  18.2726  -0.0004  -0.0034  0.0019
O  -0.5502  0.7684  14.2545  -0.0004  0.002  -0.0068
O  3.2522  8.2954  14.5904  -0.0117  -0.0068  -0.0095
O  2.4488  7.8233  18.0506  -0.0022  0.0001  -0.003
O  1.1623  17.4055  16.0912  0.0015  0.0046  -0.0403
O  6.4598  5.3944  17.4661  0.0047  0.0049  -0.0004
O  8.3248  2.6475  14.1051  -0.0005  0.006  -0.0127
O  6.543  4.3464  15.0142  -0.004  -0.0071  -0.0039
O  8.5259  -4.6529  16.2817  -0.0063  0.0051  -0.0086
O  11.8386  -1.275  15.0535  0.0017  -0.0039  -0.0136
O  3.2807  11.7454  15.3312  -0.0062  0.004  -0.002
O  5.4733  12.8437  17.8835  -0.0019  -0.005  0.0031
O  15.358  13.1907  13.4514  -0.0178  -0.0343  0.0413
O  8.9355  8.0793  14.5582  0.0059  -0.0321  -0.0132
O  -0.6239  8.6235  12.203  0.0552  -0.0481  0.0959
O  5.06  6.4893  15.4816  -0.0022  -0.0071  -0.0078
O  4.4708  4.0701  16.581  0.0015  0  -0.0001
O  -3.8531  -1.9864  16.1952  0.0048  -0.0023  -0.0013
O  -1.4494  10.1382  16.0897  -0.0113  -0.0076  0.0026
O  0.8124  11.7845  16.4348  0.0017  -0.0025  -0.0033
O  2.7945  2.2983  17.4151  -0.0001  -0.0022  -0.0088
O  1.7622  2.9939  15.0373  -0.0129  0.0129  -0.013
O  3.8966  -2.1598  20.1653  0.0012  -0.0012  -0.0008
O  9.9885  1.9601  25.0417  -0.0018  0.0047  -0.0137
O  10.1298  -2.251  22.8489  -0.004  0.003  -0.0041
O  2.148  5.2271  18.18  -0.0024  0.0038  -0.0077
O  4.4252  8.9769  25.0098  -0.0081  0.005  -0.003
O  10.8363  -5.9908  20.5227  -0.0014  0.0038  -0.0151
O  4.989  -2.4687  17.7684  0.0024  0.0049  -0.0048
O  4.2924  6.3393  19.2163  -0.0004  0.006  -0.005
O  2.504  5.3703  20.8015  0.0098  -0.0004  -0.0184
O  -1.9243  -4.4688  23.2175  -0.0046  0.0025  -0.0139
O  0.0922  -4.1081  18.5733  0.0123  0  -0.0223
O  8.6789  0.3072  26.5978  0.0006  0.0018  -0.0087
O  8.5192  10.6008  23.3591  -0.0041  0.0048  -0.0087
O  -0.6293  4.3669  24.1161  0.002  0.0095  -0.012
O  7.4748  -3.1924  18.3656  0.0026  -0.004  -0.0008
O  11.4968  -4.68  22.6364  0.0046  -0.0058  -0.0155
O  8.7663  -5.4239  18.8365  -0.0186  -0.0002  -0.0186
O  5.2613  1.9901  22.4489  0.0035  -0.0231  -0.0199
O  4.0065  3.7196  19.216  0.001  -0.0008  -0.0068
O  6.9603  -1.9554  24.6919  0.0027  0.0054  -0.0227
O  2.1433  8.0637  25.7162  -0.0032  0.0053  -0.0066
O  9.4631  -3.7101  20.6988  0.0011  0.0004  -0.0148
O  4.094  0.1349  19.0099  0.0025  -0.001  -0.015
O  13.1306  5.4428  24.8398  0.0077  -0.0098  -0.0169
O  16.9153  -1.3738  27.1066  -0.0009  -0.0031  -0.0237
O  11.1861  11.833  27.1425  -0.0065  -0.0029  -0.0169
O  12.354  5.9724  27.2728  0.0021  0.0067  -0.0194
O  -3.2673  8.4304  22.1627  -0.0009  -0.0006  -0.004
O  19.2645  3.9096  25.8909  0.0026  -0.0017  -0.014
O  2.5838  1.0373  23.1005  -0.0038  -0.004  -0.01
O  1.6273  3.885  22.6805  -0.0012  0.0038  -0.0212
O  6.0009  -0.4569  22.7119  -0.0206  0.0203  -0.0289
O  2.7158  -0.019  25.4947  0.0196  0.0143  -0.0254
O  4.8794  -0.8066  29.3751  0.0109  -0.0028  -0.0165
O  5.9791  -6.2957  26.7542  -0.0022  -0.0079  -0.0176
O  5.3531  6.1965  28.7688  -0.0003  -0.0035  -0.0182
O  0.2031  0.0974  22.5441  0.0074  -0.0005  -0.0138
O  2.2493  -1.5013  23.4035  -0.003  0.0063  -0.0162
O  2.1769  10.496  20.9311  0.0103  0.0054  -0.0019
O  2.1486  2.7145  25.0274  0.011  -0.0028  -0.0179
O  -4.6426  11.8559  20.3108  -0.0055  0.0029  -0.0154
O  7.2352  0.2375  28.7921  0.004  0.0071  -0.011
O  17.9593  8.6801  29.488  0.0002  0.0062  0.0004
O  6.8625  13.0683  27.1671  0.0002  0.0024  -0.0095
O  9.1709  12.8936  28.4985  0.0046  -0.0037  -0.0061
O  -0.3233  10.2684  24.9947  -0.0065  -0.0032  -0.0242
O  6.1074  0.6242  31.2219  -0.0078  0.0078  -0.0016
O  10.9097  3.8791  26.6167  -0.0105  -0.0068  -0.0278
H  0.5284  2.1181  38.5704  0.1737  -0.3559  -0.2231
H  2.1737  0.4765  38.5704  -0.3859  0.2221  -0.2317
H  4.9188  3.2998  38.6272  -0.1575  0.2979  -0.2773
H  3.2454  4.9129  38.6272  0.4179  -0.2333  -0.1617
H  0.5416  7.606  38.5655  0.1543  -0.3457  -0.2432
H  2.1594  5.94  38.5655  -0.4569  0.1086  -0.2886
H  4.9076  8.6748  38.5336  -0.4077  0.2394  -0.2389
H  3.2485  10.3027  38.5336  0.3473  -0.2499  -0.2437
H  7.6616  0.5454  38.6135  -0.1483  0.4733  -0.2228
H  6.031  2.2018  38.6135  0.2511  -0.2108  -0.2827
H  8.73  4.8917  38.5398  0.2077  -0.2477  -0.2468
H  10.3367  3.2123  38.5398  -0.289  0.2399  -0.2858
H  7.6211  6.0127  38.532  -0.2511  0.1658  -0.2792
H  5.9584  7.6367  38.532  0.3596  -0.3475  -0.1892
H  8.6996  10.3547  38.5506  0.1776  -0.4418  -0.2532
H  10.3501  8.7185  38.5506  -0.1804  0.3049  -0.2909
H  -0.8206  3.4947  5.9907  0.2008  -0.2601  0.3092
H  0.8058  1.8341  5.9907  -0.3031  0.2569  0.2375
H  3.5494  -0.8747  5.978  -0.3658  0.2962  0.2117
H  1.8897  0.7527  5.978  0.1811  -0.3448  0.2495
H  0.7997  7.3162  5.9821  -0.2057  0.3313  0.218
H  -0.8116  8.989  5.9821  0.4268  -0.176  0.2376
H  1.8646  6.2185  6.0484  0.2803  -0.2288  0.3015
H  3.5533  4.6214  6.0484  -0.3166  0.2788  0.1799
H  6.3031  1.9316  6.0216  -0.2008  0.3225  0.2112
H  4.649  3.5646  6.0216  0.277  -0.2852  0.2157
H  9.0046  -0.8375  6.0455  -0.2555  0.3616  0.2589
H  7.3865  0.8312  6.0455  0.2386  -0.2562  0.2682
H  4.6116  8.9632  5.9834  0.3621  -0.2642  0.2651
H  6.2649  7.3295  5.9834  -0.3033  0.2765  0.2403
H  8.9821  4.6212  5.9309  -0.1953  0.2835  0.2394
H  7.3479  6.2727  5.9309  0.3744  -0.2165  0.2169

Results
free energy: -135117.085 eV
free energy less fixed offsets of H -15.71, O -570.45, Si -639.56 eV per atom: 7.155 eV

The program warned: the cutoff lies below the one the program advises for these potential files; the forces do not sum to zero within the program's tolerance; empty levels may hold ghost states of the PAW files; the exchange-correlation potential is rough where the density is thin.
